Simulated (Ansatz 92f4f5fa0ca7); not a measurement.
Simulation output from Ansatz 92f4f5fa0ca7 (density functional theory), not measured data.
Periodic cell of 140 atoms, Si84O56, from a study of silicon, its oxide and their interface. The atomic structure is a simulated model.

Settings: functional r2SCAN; potential files Ansatz norm-conserving; basis plane waves; wave-function cutoff 1300 eV; density cutoff ratio 4; exchange-correlation grid ratio 1; k mesh 2 x 2 x 1, shifted by 0.5 0.5 0.5 of a step; self-consistency stop 5e-08 eV per atom in the density residual; occupations Fermi-Dirac, 0.05 eV; spin none; net charge 0.

Cell vectors (angstrom)
a 10.88 0 0
b 0 10.88 0
c 0 0 20.3112

Atoms: element, x, y, z (angstrom)
Si -0.8407 0.6546 -0.5099
Si 1.4569 3.1025 0.6743
Si 0.9359 6.9218 -1.4113
Si 3.5318 6.9902 0.486
Si 5.8027 -0.2284 -0.2336
Si 8.5629 3.9002 -0.9905
Si 5.5672 4.972 -0.1748
Si 7.9873 9.41 0.239
Si -0.3569 4.9853 1.0196
Si 4.0586 3.7579 1.241
Si 1.4003 6.5688 1.4359
Si 3.863 9.3134 1.0237
Si 7.1101 1.1359 1.4777
Si 7.9387 3.0812 1.2781
Si 6.63 6.3564 1.2333
Si 11.123 11.0712 2.466
Si -0.0039 2.6824 2.7514
Si 2.729 0.0415 2.7002
Si -0.0534 8.1721 2.7466
Si 2.7242 5.4872 2.7206
Si 5.4106 2.6946 2.7088
Si 8.1603 0.0421 2.7332
Si 5.4018 8.1483 2.7144
Si 8.1534 5.4943 2.7712
Si 1.36 4.08 4.0929
Si 4.08 1.36 4.0929
Si 1.36 9.52 4.0929
Si 4.08 6.8 4.0929
Si 6.8 4.08 4.0929
Si 9.52 1.36 4.0929
Si 6.8 9.52 4.0929
Si 9.52 6.8 4.0929
Si 0 0 5.4572
Si 2.72 2.72 5.4572
Si 0 5.44 5.4572
Si 2.72 8.16 5.4572
Si 5.44 0 5.4572
Si 8.16 2.72 5.4572
Si 5.44 5.44 5.4572
Si 8.16 8.16 5.4572
Si 1.3782 1.3528 6.8327
Si 4.0824 4.1009 6.9002
Si 1.3823 6.7707 6.8435
Si 4.0931 9.5052 6.7763
Si 6.7774 1.3936 6.7729
Si 9.5918 4.0027 6.7553
Si 6.8207 6.7643 6.8483
Si 9.5171 9.5022 6.8192
Si 1.0098 3.4242 8.3715
Si 3.2853 0.5595 7.7971
Si 3.0278 8.4759 10.1674
Si 3.0297 6.2948 8.922
Si 4.9299 2.2617 7.9019
Si 8.2018 -0.0013 7.9633
Si 5.3159 7.8901 8.6055
Si 7.4572 4.5597 8.086
Si 2.0504 4.4255 10.4138
Si 3.4763 0.2257 10.1164
Si -0.9332 12.8154 8.7134
Si 0.8591 10.2608 9.3614
Si 5.8295 4.3891 11.3597
Si 6.9251 1.4614 11.2235
Si 6.445 10.4306 9.9872
Si 10.0586 6.5254 8.8932
Si 2.0296 -3.3158 14.8895
Si -0.9935 8.0119 15.4865
Si 8.0362 6.4738 11.4475
Si 5.7303 2.2254 15.1046
Si 5.8321 -3.8596 18.1162
Si -0.6523 1.1969 11.4224
Si 1.4896 2.9281 12.8978
Si 8.1258 -5.5137 14.2318
Si 15.0093 11.9471 17.6095
Si 6.699 9.0971 12.5024
Si -0.9309 1.7656 17.2621
Si 3.6964 1.0516 12.8409
Si 12.7955 2.9448 18.0392
Si 14.1244 -2.1837 17.6115
Si 8.6785 2.1443 14.4721
Si -2.1535 7.758 18.3556
Si 3.9761 -1.9736 13.0755
Si 9.0399 -11.405 13.1791
Si 13.2485 15.345 15.2088
Si 5.5478 4.8059 15.4527
O -2.0839 8.2967 -3.6818
O 2.3419 -3.0509 -1.8374
O 0.6973 0.9371 -0.1373
O 2.759 1.7079 -1.9057
O -1.1474 5.8647 -0.3082
O 0.588 2.006 -2.9029
O 7.1361 7.548 -1.4065
O 5.1697 0.5448 -1.5703
O 4.8802 1.3777 -4.2005
O 9.3717 2.9533 -1.9844
O 9.5898 1.7828 -4.6067
O 5.1446 6.2108 -1.0384
O 7.7419 4.9356 -1.6234
O 7.2322 7.9893 1.4213
O 9.0752 8.9418 -0.8923
O 2.2371 4.1336 12.2686
O 0.1722 5.1408 10.2481
O 4.0443 1.2276 11.1741
O 4.8172 -2.5137 18.0151
O 0.4582 11.6266 10.0025
O 1.7853 14.0361 9.6953
O 3.8083 8.8334 11.5523
O 8.4954 5.8654 12.7774
O 7.3324 7.994 11.3804
O 9.1593 -4.7165 15.0808
O 6.7877 3.0272 12.0361
O 13.5004 3.7394 16.7995
O 4.9245 10.7514 9.5148
O 5.951 10.2113 11.7937
O 0.0365 12.9832 12.5686
O 9.6056 6.7746 10.584
O 3.2214 -0.5624 17.57
O 1.5075 3.2971 14.4348
O -1.1784 9.8952 14.7681
O 5.4273 8.0783 13.485
O 9.9881 -0.3839 11.6009
O 11.4312 -2.753 15.2029
O 9.0709 1.7438 10.5134
O 14.9181 4.9457 14.774
O 1.7514 -4.9415 15.2434
O -1.2842 0.3954 18.2989
O -0.298 7.6683 17.8582
O 9.2606 0.9304 13.4905
O 6.0683 -7.4584 16.1692
O 13.5788 8.1681 13.7101
O 13.1304 1.4597 12.5808
O 6.56 5.681 10.9259
O 3.391 10.519 13.3742
O -4.3257 5.1989 14.2298
O 4.9329 1.8543 13.6067
O 1.4017 -6.9826 19.3463
O 7.9052 -12.4398 13.261
O 13.623 -2.6369 16.1821
O 8.7555 -7.197 14.4475
O 5.6503 6.2685 16.7621
O 18.0154 1.8062 14.5551

Results
free energy: -35802.518 eV
free energy less fixed offsets of O -463.61, Si -117.95 eV per atom: 67.442 eV
pressure: -0.77 GPa
stress xx, yy, zz, yz, xz, xy (GPa, positive in tension): 0.92, 0.97, 0.43, 0.79, -1.78, 1.26

Forces (eV/angstrom), in the order of the atoms: element, x, y, z
Si 0.4911 -0.3315 2.5719
Si -0.1134 0.4152 -1.4028
Si -0.8225 1.2126 -1.5679
Si -0.555 1.0634 0.6143
Si -0.3059 -0.2123 0.8502
Si 2.8719 -2.0698 3.144
Si 1.4051 -2.7917 1.9693
Si -1.2355 0.3527 2.0618
Si -1.4914 1.7033 -1.4272
Si -1.8766 1.0696 -0.1986
Si -2.4201 1.9973 -1.1304
Si 1.2355 0.6257 0.9125
Si -5.8714 2 -4.1006
Si 1.8844 3.1756 -1.0709
Si 1.324 1.7288 2.9371
Si 0.7064 0.088 -1.3199
Si 0.1133 0.2668 -0.9842
Si -0.5471 -0.9446 -0.6824
Si 0.9162 0.3872 -0.8796
Si 1.7998 -2.2886 1.4759
Si 1.3907 -0.7745 0.2637
Si 2.9089 -4.6046 3.7691
Si -0.0631 0.4098 -0.9298
Si -0.2343 -1.6536 -0.8384
Si 0.0962 0.0817 -0.1237
Si -0.141 -0.0886 0.0262
Si 0.6243 -0.8422 0.2621
Si 0.0487 -0.2779 0.1813
Si -0.2389 0.0179 -0.1305
Si -0.4037 0.0288 0.4238
Si -0.0859 -0.0777 -0.2955
Si 0.1123 0.4164 0.3203
Si 0.0189 -0.0849 0.4911
Si -0.1112 0.3467 0.0786
Si 0.1278 -0.0458 0.0903
Si -0.5227 0.0705 0.5079
Si 0.4274 -0.3903 -0.5083
Si -0.2239 0.1803 0.11
Si -0.1438 -0.0071 0.4932
Si -0.2331 -0.1093 0.3202
Si -0.6856 0.8706 0.017
Si -0.6914 0.6642 -0.4335
Si 0.4461 0.1241 1.1807
Si 0.6021 -0.8684 1.1552
Si -0.4316 -0.1368 0.0426
Si -0.7424 0.1258 1.4889
Si -0.3722 -0.8068 1.0784
Si 0.8521 -0.9856 -0.3642
Si -3.9751 -0.3922 -4.5481
Si -0.9438 0.0626 -0.3248
Si -0.0145 0.3737 -1.121
Si 0.0218 -0.3869 -0.5611
Si 0.6467 0.2804 0.4182
Si 0.091 1.6783 1.37
Si -0.739 0.5812 -1.042
Si 1.3335 0.9929 -1.1452
Si -1.7876 8.7907 4.9846
Si -1.11 -1.2875 -2.5385
Si -0.6733 -0.2369 -0.364
Si 1.5277 -2.3373 -1.3025
Si -2.0577 -3.9236 0.6757
Si 1.7493 3.9347 1.0407
Si -0.504 -0.6861 -1.1902
Si 0.4341 -1.9757 3.9131
Si -2.428 -1.6309 7.6847
Si -2.2102 1.8851 -0.5616
Si 0.2017 3.6516 -4.9815
Si -0.8052 -2.5037 -2.4757
Si -2.3898 2.8718 -1.3974
Si 2.2869 -0.9799 -0.2588
Si -1.7662 -5.4311 -0.9492
Si 3.9305 -3.6608 0.1004
Si -2.6385 -5.8529 0.8796
Si -6.666 -9.4449 -3.216
Si -0.9476 -0.5237 2.4205
Si 4.086 1.8398 -1.4918
Si -5.0999 1.1455 -1.1333
Si 3.67 3.702 -2.4924
Si 0.5906 -1.2646 -0.0647
Si 3.5335 1.2771 -3.1304
Si 0.4397 0.7579 3.1787
Si 6.6677 -3.4936 2.2841
Si 2.3181 -0.333 2.5886
Si -1.0445 4.842 2.5275
O -2.3975 -0.7977 2.4114
O -3.5844 -2.5395 4.0482
O -0.4719 1.1298 0.1535
O 5.5883 -1.206 -0.5793
O 1.0137 -2.484 1.6762
O 3.677 2.2448 0.1886
O 2.8303 0.0218 -2.096
O 1.2883 1.0799 0.2121
O -2.9691 -2.0641 3.9571
O -0.0494 -0.9343 -1.2916
O 0.0692 -0.7726 2.9766
O -2.1612 -0.3295 -1.4476
O -4.5036 3.655 -2.8139
O 0.4587 0.6971 -2.5308
O -0.4604 -0.6668 0.787
O -0.0085 1.9882 -4.7446
O 4.1951 -1.4895 -1.8584
O 1.158 1.0344 3.4601
O 0.9038 -1.1669 -0.2399
O -1.5092 3.133 2.3802
O 2.0195 -6.6836 0.6737
O -0.2668 -1.3924 -2.5839
O 0.3013 -0.714 0.0593
O -0.287 -0.2686 1.3198
O 1.471 3.8199 1.9338
O -0.1338 -0.5587 -2.4452
O -0.5511 1.5833 -2.1464
O 1.9039 -1.409 -0.872
O -1.0285 1.94 -1.8496
O 1.2277 2.9704 -1.4869
O -4.7154 0.389 -0.6083
O 1.139 2.1107 -0.4981
O 0.8884 1.4266 2.2353
O -0.5186 -3.5023 -2.296
O -0.0077 4.4479 -1.8577
O -2.2206 -2.1553 3.9376
O -0.791 -1.0935 -0.9621
O -1.3244 1.914 -1.2849
O -0.4505 -2.1838 1.3963
O 0.2637 0.3004 -1.1391
O 0.034 1.8906 -3.7212
O 0.2699 -2.3059 2.9522
O -2.4209 6.1427 0.1837
O -1.1996 2.7636 -1.5491
O 1.728 0.0135 -4.1279
O -3.7086 4.2839 1.596
O 4.2163 2.1107 -0.019
O 2.6486 -5.1486 1.2922
O -1.6243 0.0478 1.4105
O -1.4026 0.7571 1.4152
O 1.226 -2.682 -0.5914
O 3.963 1.0487 4.3764
O 0.9333 -1.1649 -2.289
O -0.6454 4.8539 -1.5932
O 0.5143 -3.8853 -4.231
O -0.0892 -1.5567 0.5044
